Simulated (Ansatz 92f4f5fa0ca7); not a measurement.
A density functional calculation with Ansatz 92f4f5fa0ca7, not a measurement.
Periodic cell of 226 atoms, Si133O92P1, from a study of silicon, its oxide and their interface. The atomic structure is a simulated model.
Doubt: the cutoff is low for norm-conserving oxygen, so forces and energies are approximate.
Doubt: the program's own warning below bears on the result.

Settings
functional: HSE06
potential files: SPMS norm-conserving
basis: plane waves
wave-function cutoff: 800 eV
density cutoff ratio: 4
exchange-correlation grid ratio: 1
k mesh: 1 x 1 x 1, Gamma-centred
occupations: fixed
spin: none
net charge: +1 e, with a uniform compensating background and no finite-size correction

Cell vectors (angstrom)
a  10.938  0  0
b  0  10.938  0
c  0  0  31.9494

Atoms: element, x, y, z (angstrom)
Si  10.6265  0.0004  24.4183
Si  5.0767  0.1225  24.6664
Si  2.8215  2.2913  24.5305
Si  8.5704  2.4378  24.5612
Si  10.7081  5.5868  24.3366
Si  5.1578  5.6142  24.4504
Si  2.9883  7.9553  24.406
Si  8.4162  7.8306  24.4174
Si  1.2933  1.1291  25.8435
Si  6.8172  1.3279  25.7402
Si  3.9847  4.0091  25.7331
Si  9.69  4.0212  25.8551
Si  1.3389  6.7941  25.6714
Si  6.804  6.7215  25.7547
Si  4.0008  9.4658  25.9615
Si  9.4826  9.4399  25.8039
Si  2.6345  -0.1362  27.2948
Si  8.1397  -0.0681  27.1471
Si  0.0799  2.6519  27.2152
Si  5.4522  2.7188  27.1113
Si  2.6655  5.4138  27.1117
Si  8.1925  5.3668  27.1355
Si  0.0117  8.1505  27.133
Si  5.5117  8.1395  27.1856
Si  4.0895  1.3233  28.498
Si  9.5466  1.3134  28.509
Si  1.3906  4.0633  28.5724
Si  6.8091  4.0571  28.5243
Si  4.0816  6.7731  28.4917
Si  9.5606  6.777  28.4845
Si  1.2914  9.4756  28.6335
Si  6.8258  9.5347  28.5676
Si  -0.0412  -0.0235  29.9365
Si  5.4532  -0.0157  29.903
Si  2.7774  2.7087  29.9055
Si  8.1884  2.701  29.8776
Si  -0.0156  5.4385  29.8978
Si  5.46  5.4447  29.89
Si  2.739  8.1401  29.9138
Si  8.2274  8.1715  29.8846
Si  1.3742  1.3671  31.2584
Si  6.8286  1.3647  31.2649
Si  4.1233  4.0803  31.2812
Si  9.5459  4.0806  31.2594
Si  1.3586  6.8085  31.2795
Si  6.8318  6.8396  31.2476
Si  4.0895  9.5549  31.268
Si  9.5539  9.5425  31.2947
Si  2.7432  0.0099  0.689
Si  8.2037  0.0129  0.6779
Si  0.0127  2.7478  0.6793
Si  5.4939  2.7445  0.7151
Si  2.7476  5.459  0.679
Si  8.2049  5.4916  0.6759
Si  0.0199  8.2128  0.7135
Si  5.4869  8.223  0.6908
Si  4.1135  1.3785  2.0709
Si  9.609  1.3568  2.0385
Si  1.3625  4.1421  2.0533
Si  6.8472  4.1551  2.0646
Si  4.1021  6.8488  2.037
Si  9.5759  6.8521  2.0689
Si  1.3777  9.6146  2.0791
Si  6.8399  9.63  2.0558
Si  0.0271  0.041  3.489
Si  5.4922  0.0414  3.4654
Si  2.7196  2.7703  3.3948
Si  8.2691  2.777  3.3458
Si  0.0355  5.5234  3.4629
Si  5.4741  5.5379  3.4435
Si  2.7561  8.235  3.4035
Si  8.2455  8.2974  3.3931
Si  1.4054  1.4544  4.8503
Si  6.9227  1.4806  4.7356
Si  4.0657  4.13  4.7611
Si  9.6091  4.1041  4.7724
Si  1.3567  6.9784  4.8415
Si  6.8428  7.0066  4.7394
Si  4.1028  9.5713  4.796
Si  9.6224  9.5828  4.8588
Si  2.773  0.0293  6.1477
Si  8.3069  0.1365  6.1103
Si  0.0115  2.7947  6.2954
Si  5.5269  2.8354  6.0809
Si  2.7682  5.6054  6.1314
Si  8.2593  5.6046  5.9537
Si  0.0709  8.3193  6.3845
Si  5.4992  8.3086  6.2359
Si  4.4365  1.1784  7.3323
Si  9.8206  1.1503  7.6716
P  1.1969  4.4939  7.4309
Si  6.6554  4.5445  7.2448
Si  4.3392  6.7098  7.5796
Si  9.7475  6.6196  7.48
Si  1.3009  9.9504  7.7227
Si  6.7285  9.9723  7.4335
O  9.585  1.2386  23.9852
O  4.1048  6.8036  23.9509
O  4.0124  1.2369  24.0358
O  9.5353  6.6991  23.9044
O  0.0578  5.4908  7.9696
O  5.5818  0.136  7.9469
O  0.0941  0.1029  8.1702
O  5.5528  5.6172  7.8881
O  7.6486  3.9532  8.3968
O  8.7976  7.0191  8.7803
O  2.2035  9.4582  9.0444
O  8.9029  1.6781  8.9592
O  7.656  9.4342  8.6877
O  3.5612  1.8492  8.5586
O  3.5733  7.205  8.9692
O  2.0071  4.0248  8.7339
O  8.139  3.4942  23.3643
O  0.4504  4.9313  22.9588
O  1.8989  2.742  23.2479
O  5.8335  4.9103  23.1213
O  5.5249  9.9791  23.5152
O  2.445  8.6934  23.0265
O  0.1914  10.0645  23.0912
O  7.7851  8.5728  23.0781
Si  8.6565  7.7014  18.443
Si  8.7808  6.3697  13.6457
Si  3.7841  1.5432  14.7114
Si  2.1351  5.7486  17.6311
Si  2.4134  3.145  19.494
Si  9.8201  9.0411  12.0967
Si  1.3316  9.4202  22.0767
Si  9.1736  0.9716  13.2016
Si  1.4049  5.0687  13.0366
Si  1.7963  8.2657  12.836
Si  6.6468  9.5503  22.4289
Si  4.5211  4.6009  15.7039
Si  8.2078  3.0332  9.5943
Si  0.8394  8.2474  19.2633
Si  6.9475  1.349  21.0936
Si  8.2598  8.2934  9.687
Si  10.8786  5.2104  15.6199
Si  7.5646  9.5076  16.3215
Si  9.9289  2.0563  20.3021
Si  3.2305  8.5118  9.94
Si  6.6886  3.3477  17.404
Si  1.1651  0.2108  19.8047
Si  3.1965  2.8326  12.2836
Si  7.2148  5.3944  19.6811
Si  5.7703  8.6664  11.5444
Si  5.7766  6.0792  13.2035
Si  4.6322  9.712  17.6321
Si  1.0201  3.5971  22.1752
Si  4.894  1.4893  18.8027
Si  3.1756  3.098  9.498
Si  6.4537  10.8239  13.7854
Si  10.3478  0.1258  15.9752
Si  5.6273  3.6844  11.1293
Si  9.8352  3.9116  11.9203
Si  2.3413  9.9318  15.5567
Si  6.0743  8.1214  19.8029
Si  6.9346  3.9714  22.373
Si  9.7459  2.7806  17.3723
O  7.1875  6.3828  13.9697
O  1.8811  7.0596  18.6769
O  10.2767  4.0447  16.535
O  6.161  9.9693  17.0519
O  10.1507  0.7101  14.4665
O  8.4421  6.1181  18.8539
O  5.1583  0.6917  14.391
O  5.7042  2.0598  17.5149
O  8.346  1.9409  20.5617
O  1.9888  4.2998  18.4037
O  6.9237  2.8313  10.5978
O  4.8266  2.7082  12.1534
O  6.0252  4.3881  16.3316
O  4.5211  3.9592  9.8983
O  10.688  2.7721  21.5606
O  9.7157  6.1719  14.9778
O  6.0049  6.4861  19.8401
O  4.0766  0.1755  18.2858
O  9.2611  10.5636  12.2682
O  2.8367  4.3728  12.7035
O  1.9101  10.7048  21.2133
O  3.9919  2.7266  19.3881
O  0.7275  10.0502  15.9637
O  1.2753  9.8048  18.8375
O  1.7093  1.6665  19.275
O  8.9353  10.4008  16.4918
O  4.8737  8.5854  18.7936
O  9.5949  8.7508  10.498
O  6.7405  4.0902  18.8488
O  2.8238  1.7196  13.378
O  5.8238  8.7673  21.2692
O  2.4806  2.5117  10.8438
O  7.6137  4.8463  21.1687
O  5.2131  7.4858  12.5486
O  0.4383  9.0807  12.5073
O  7.5802  1.0662  13.5698
O  7.1035  9.6428  14.745
O  8.9699  5.0419  12.7058
O  8.0903  8.0463  16.9131
O  6.2112  2.5722  21.907
O  2.4634  9.0728  14.1205
O  0.4164  4.5082  11.8589
O  0.8146  8.3158  20.9361
O  9.3742  3.8526  10.3595
O  9.6515  2.3927  12.5253
O  7.6186  8.5644  19.3964
O  2.5642  8.1848  11.3866
O  3.9714  3.0639  15.3408
O  0.809  4.4924  14.4359
O  10.0432  2.9989  18.9628
O  9.1415  7.8143  12.9525
O  10.5118  0.5367  20.0791
O  6.0036  5.0541  11.9203
O  8.1475  2.7417  17.0119
O  3.53  5.4752  16.7229
O  4.6928  9.1218  10.3733
O  1.5235  6.6866  13.1852
O  4.7494  5.4951  14.3363
O  2.0452  3.8561  20.9246
O  10.5488  1.4204  16.948
O  0.9495  6.0739  16.5509
O  7.3259  10.9505  21.9421
O  5.9338  0.9168  19.9124
O  6.0975  10.0284  12.3887
O  2.843  0.5552  15.5874
O  7.0673  7.9921  10.7669
O  10.2428  8.0179  18.6887
O  3.4429  9.2083  16.5834

Results
free energy: -56468.770 eV
free energy less fixed offsets of O -447.96, P -185.95, Si -113.29 eV per atom: -2.930 eV
gap between the highest filled and lowest empty level on this k mesh: 0.947 eV

The program warned: the cutoff lies below the one the program advises for these potential files; the model core charge is not resolved on the grid; the forces do not sum to zero within the program's tolerance; the exchange-correlation potential is rough where the density is thin.
